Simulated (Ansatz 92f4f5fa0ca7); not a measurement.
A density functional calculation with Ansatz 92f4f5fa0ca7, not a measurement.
Periodic cell of 422 atoms, Si266O156, from a study of silicon, its oxide and their interface. The atomic structure is a simulated model.
Doubt: the cutoff is far below the 930 eV that the study's wrapper takes by default for these files, so forces and energies are approximate.
This geometry differs little from another in the collection (a relaxation step or a small displacement).

Settings
functional: PBE
potential files: Ansatz PAW
basis: plane waves
wave-function cutoff: 580 eV
density cutoff ratio: 5
exchange-correlation grid ratio: 1
k mesh: 1 x 1 x 1, Gamma-centred
self-consistency stop: 5e-08 eV per atom in the density residual
occupations: fixed
spin: none
net charge: 0

Cell vectors (angstrom)
a	15.4687	0	0
b	0	12.8259	0
c	0	0	36.7868

Atoms: element, x, y, z (angstrom)
Si	-0.0034	1.1878	34.1058
Si	3.8643	1.1853	34.1043
Si	7.6896	1.1907	34.0801
Si	11.5843	1.1795	34.1211
Si	1.9094	7.5656	34.1231
Si	5.801	7.5594	34.1127
Si	9.6435	7.5674	34.133
Si	13.5045	7.5619	34.1213
Si	1.9336	5.247	34.5199
Si	5.8008	5.247	34.5199
Si	9.6679	5.247	34.5199
Si	13.5351	5.247	34.5199
Si	0	11.6599	34.5199
Si	3.8672	11.6599	34.5199
Si	7.7343	11.6599	34.5199
Si	11.6015	11.6599	34.5199
Si	0	4.664	35.7566
Si	3.8672	4.664	35.7566
Si	7.7343	4.664	35.7566
Si	11.6015	4.664	35.7566
Si	1.9336	11.0769	35.7566
Si	5.8008	11.0769	35.7566
Si	9.6679	11.0769	35.7566
Si	13.5351	11.0769	35.7566
Si	0	2.332	36.1689
Si	3.8672	2.332	36.1689
Si	7.7343	2.332	36.1689
Si	11.6015	2.332	36.1689
Si	1.9336	8.745	36.1689
Si	5.8008	8.745	36.1689
Si	9.6679	8.745	36.1689
Si	13.5351	8.745	36.1689
Si	1.9336	1.749	0.6188
Si	5.8008	1.749	0.6188
Si	9.6679	1.749	0.6188
Si	13.5351	1.749	0.6188
Si	0	8.162	0.6188
Si	3.8672	8.162	0.6188
Si	7.7343	8.162	0.6188
Si	11.6015	8.162	0.6188
Si	0	5.83	1.031
Si	3.8672	5.83	1.031
Si	7.7343	5.83	1.031
Si	11.6015	5.83	1.031
Si	1.9336	12.2429	1.031
Si	5.8008	12.2429	1.031
Si	9.6679	12.2429	1.031
Si	13.5351	12.2429	1.031
Si	1.9336	5.247	2.2678
Si	5.8008	5.247	2.2678
Si	9.6679	5.247	2.2678
Si	13.5351	5.247	2.2678
Si	0	11.6599	2.2678
Si	3.8672	11.6599	2.2678
Si	7.7343	11.6599	2.2678
Si	11.6015	11.6599	2.2678
Si	1.9336	2.915	2.68
Si	5.8008	2.915	2.68
Si	9.6679	2.915	2.68
Si	13.5351	2.915	2.68
Si	0	9.328	2.68
Si	3.8672	9.328	2.68
Si	7.7343	9.328	2.68
Si	11.6015	9.328	2.68
Si	0.4362	-1.1742	26.3814
Si	3.3875	-0.2184	27.1791
Si	8.053	-0.7521	26.2078
Si	10.9298	-0.3951	25.5986
Si	1.6551	4.1259	27.7975
Si	6.4651	6.6123	26.8184
Si	9.685	3.8521	27.3641
Si	14.0187	6.3962	26.8432
Si	1.5485	6.4948	27.626
Si	6.2516	3.659	27.3771
Si	9.4596	7.0575	27.3571
Si	11.5954	3.2741	28.7779
Si	0.0181	11.2667	28.5933
Si	3.8594	10.453	28.0452
Si	7.68	11.5489	28.4517
Si	11.5511	11.119	28.1373
Si	0.0121	3.0851	29.1441
Si	3.5655	3.4539	29.0255
Si	7.9091	3.1482	28.9027
Si	13.7003	3.3845	27.6978
Si	1.9042	10.072	29.351
Si	5.8569	10.1948	29.2436
Si	9.5891	10.3207	29.216
Si	13.4972	10.1517	29.1849
Si	-0.0146	0.7022	29.6739
Si	3.6646	1.066	29.3653
Si	7.7043	0.8594	29.6411
Si	11.5621	1.0626	29.6808
Si	1.8061	7.7122	29.6259
Si	5.8301	7.7798	29.6519
Si	9.604	7.9532	29.514
Si	13.4778	7.7892	29.6121
Si	1.9457	0.5254	30.9195
Si	5.6404	0.623	30.7628
Si	9.6315	0.6237	30.9744
Si	13.4915	0.5795	30.9642
Si	-0.0849	6.9739	30.7994
Si	3.8175	7.0765	30.7544
Si	7.7717	7.0413	30.7515
Si	11.5115	7.0948	30.7152
Si	-0.037	4.5537	31.1095
Si	3.8091	4.6859	31.0999
Si	7.7679	4.5942	30.9728
Si	11.565	4.6554	30.9346
Si	1.9887	11.0716	31.4357
Si	5.7512	11.1591	31.3527
Si	9.6842	11.1516	31.3847
Si	13.4622	11.086	31.3461
Si	1.909	4.1256	32.4198
Si	5.8006	4.1426	32.3378
Si	9.6731	4.1494	32.3478
Si	13.4669	4.1318	32.3668
Si	-0.0265	10.458	32.4926
Si	3.8965	10.4182	32.5651
Si	7.7171	10.4917	32.4869
Si	11.5773	10.4231	32.5425
Si	1.9367	1.8023	32.8904
Si	5.7464	1.8149	32.8127
Si	9.6523	1.8584	32.9387
Si	13.5114	1.825	32.9281
Si	-0.0373	8.1123	32.8866
Si	3.852	8.0991	32.8946
Si	7.7316	8.1363	32.8675
Si	11.5591	8.0929	32.8771
Si	0	2.332	3.9167
Si	3.8672	2.332	3.9167
Si	7.7343	2.332	3.9167
Si	11.6015	2.332	3.9167
Si	1.9336	8.745	3.9167
Si	5.8008	8.745	3.9167
Si	9.6679	8.745	3.9167
Si	13.5351	8.745	3.9167
Si	1.9086	6.4318	4.3111
Si	5.7815	6.4118	4.3174
Si	9.7426	6.4315	4.2813
Si	13.5792	6.412	4.3445
Si	0.0509	12.8088	4.3666
Si	3.8452	12.8141	4.3862
Si	7.7207	12.8209	4.3337
Si	11.6271	12.8054	4.3155
Si	0.0411	5.8417	5.6302
Si	3.8132	5.8067	5.5122
Si	7.7922	5.8339	5.3997
Si	11.6482	5.8636	5.5778
Si	1.9392	12.2313	5.7478
Si	5.799	12.3239	5.648
Si	9.682	12.1633	5.4831
Si	13.5651	12.2057	5.5429
Si	0.1142	3.5058	5.9985
Si	3.8365	3.4924	5.9817
Si	7.7385	3.5469	5.8796
Si	11.6499	3.5175	5.9768
Si	1.9504	9.8454	6.0796
Si	5.8374	9.9209	6.0368
Si	9.6707	9.8465	6.0286
Si	13.5489	9.8826	6.0112
Si	1.9849	2.8919	7.3892
Si	5.8266	3.2618	7.2039
Si	9.6397	2.893	7.0678
Si	13.6417	2.9163	7.1482
Si	-0.0292	9.2786	7.329
Si	3.9484	9.2346	7.2862
Si	7.7434	9.2145	7.297
Si	11.6253	9.4214	7.3244
Si	0.0363	6.9356	7.7637
Si	3.9349	6.8498	7.6181
Si	7.7691	6.7998	7.5092
Si	11.6738	7.0198	7.6699
Si	1.8918	13.387	7.9185
Si	5.788	13.6217	7.6964
Si	9.7014	13.4067	7.441
Si	13.5691	13.4303	7.5458
Si	2.0403	6.4048	8.9733
Si	5.866	5.5945	8.2482
Si	9.7218	6.2211	8.7253
Si	13.5317	6.2658	8.9551
Si	-0.1943	12.7972	9.065
Si	3.9637	12.7809	9.011
Si	7.7907	12.7912	8.6403
Si	11.6153	13.2244	8.8103
Si	1.9325	4.1227	9.4743
Si	6.0949	4.8021	10.3944
Si	9.7439	3.86	9.1929
Si	13.498	3.8622	9.2999
Si	-0.0942	10.4377	9.4243
Si	3.9317	10.4207	9.3501
Si	7.8058	10.5232	9.3002
Si	11.6866	10.8209	9.3231
Si	-0.0195	3.672	10.6523
Si	3.437	3.4834	11.2229
Si	8.0775	3.6618	10.8405
Si	12.0285	2.1834	12.2541
Si	1.9247	9.8564	10.541
Si	5.9252	9.9787	10.6154
Si	9.7947	10.5644	10.6657
Si	13.3895	9.8918	10.717
Si	-0.6261	0.8457	11.3155
Si	4.3704	0.6876	11.2552
Si	7.5217	1.4636	11.3983
Si	11.5863	2.6141	10.0025
Si	2.2668	7.561	11.0575
Si	5.3837	7.3609	11.9208
Si	10.1401	7.6176	11.4667
Si	13.259	7.497	10.9867
O	9.8987	11.8554	11.6813
O	5.922	13.9982	11.5124
O	1.883	-0.3254	26.4431
O	9.4705	0.1177	26.1836
O	11.7108	7.187	11.4716
O	6.1218	8.3532	10.8526
O	0.1239	6.8798	26.8244
O	7.9364	7.3289	26.7592
O	0.3043	2.1969	11.3384
O	13.4241	14.1366	12.0335
O	5.9509	10.6252	12.1482
O	14.2272	7.0321	12.2439
O	4.0837	12.4125	12.4381
O	5.7923	7.6951	13.4581
O	8.8165	4.3367	12.1562
O	12.2212	3.5723	13.1659
O	1.3549	6.8914	12.2534
O	-0.0475	12.4815	12.2654
O	13.0868	10.5091	12.2701
O	9.4318	6.8886	12.7139
O	8.3619	13.7642	12.7127
O	9.9153	9.219	11.6255
O	1.9214	10.6764	11.9838
O	3.4369	4.2216	12.7081
O	4.3627	0.493	26.0483
O	-3.8371	-0.0789	28.4633
O	9.5499	3.7152	25.682
O	6.6291	5.0169	26.5306
O	0.5043	10.3428	25.3601
O	2.8795	6.7729	26.6856
O	6.8973	0.061	25.3454
O	8.3673	10.5945	25.5363
O	10.6853	12.1475	24.0302
O	5.3939	7.2586	25.7621
O	13.1338	6.865	25.5573
O	13.9648	2.2362	26.5519
O	14.6097	-0.2668	25.9645
O	1.6462	3.7747	26.1601
O	10.6138	7.5231	26.2817
O	12.0911	0.7434	25.6327
Si	3.1213	8.8394	23.1506
Si	8.3096	6.9947	23.1588
Si	5.7019	1.1925	25.4046
Si	2.4958	2.4175	19.1025
Si	5.4468	9.3409	18.3479
Si	9.7484	12.9046	12.9174
Si	11.7096	4.5983	14.3687
Si	2.0882	2.4705	16.0433
Si	4.3982	4.4308	20.5752
Si	15.0704	2.3285	20.349
Si	15.2597	9.6199	24.0478
Si	12.5613	9.2062	23.0957
Si	6.1047	8.9288	22.4789
Si	9.6614	4.6214	24.2769
Si	13.68	10.1504	13.7668
Si	4.0255	3.9032	14.2039
Si	6.82	7.0994	14.5766
Si	0.9573	6.8097	23.1313
Si	13.6933	1.0054	25.5354
Si	10.864	4.511	19.005
Si	9.265	8.4375	15.8337
Si	12.2572	7.576	15.1153
Si	6.1069	11.3655	20.5189
Si	9.3305	11.6309	15.8096
Si	9.3344	3.3105	21.3613
Si	8.9755	5.448	13.31
Si	3.8996	7.881	26.0537
Si	16.2642	6.7406	18.1581
Si	1.533	12.1817	15.7975
Si	4.2148	2.6314	23.0703
Si	5.1662	11.5179	13.2741
Si	9.9756	7.1748	20.5454
Si	7.2844	4.4519	19.4354
Si	14.0488	11.3859	16.4561
Si	8.8443	0.2677	20.6562
Si	0.8267	11.312	12.9906
Si	10.3264	11.2979	22.7046
Si	-2.3929	3.9102	16.9805
Si	12.8627	7.7783	20.6131
Si	8.0072	7.4641	18.4437
Si	6.4	3.2096	15.6368
Si	4.2793	10.9283	16.0596
Si	10.2142	13.5113	17.8568
Si	4.8696	5.5814	16.389
Si	15.73	5.018	15.7825
Si	15.4832	6.0935	12.7234
Si	3.7182	6.9436	19.0841
Si	1.7647	3.9401	24.5371
Si	8.1593	9.7433	24.1752
Si	3.4349	13.1044	21.0281
Si	-1.6642	8.4695	17.6501
Si	11.5786	7.0039	25.0516
Si	15.645	1.4161	23.3018
Si	1.5436	11.5069	22.7143
Si	8.7993	3.2766	17.1934
Si	6.4496	12.8566	15.6314
Si	14.7502	5.4759	20.6717
Si	13.231	14.0097	18.1431
O	9.045	7.5362	17.1828
O	2.1371	7.2764	18.8984
O	11.9885	3.8406	15.7775
O	12.3848	4.394	18.4001
O	8.3391	5.6051	24.0463
O	0.0951	5.7764	14.3317
O	11.2768	8.0955	20.7692
O	13.3137	8.364	19.1851
O	3.1171	3.6402	19.9691
O	11.6232	8.102	23.8496
O	2.712	10.4395	23.221
O	8.133	4.3207	20.8431
O	3.2494	2.6376	14.9028
O	4.5252	8.6701	22.3779
O	3.4849	1.4536	22.1845
O	8.7963	1.7637	21.3303
O	8.9569	10.454	22.9482
O	13.4894	8.5767	21.8923
O	7.7453	3.2333	18.4462
O	7.9408	8.234	14.8977
O	1.5136	13.7797	16.0881
O	4.7989	12.2048	21.0472
O	0.788	2.8323	23.8388
O	5.6429	3.505	14.1911
O	16.6544	5.8786	16.8214
O	15.3632	7.9954	17.6294
O	-0.156	10.1083	13.5438
O	3.2644	3.4338	24.1262
O	5.3785	1.8433	23.9316
O	9.7316	12.0293	14.2859
O	15.6625	11.497	16.3796
O	3.1979	1.007	19.576
O	12.4228	6.0918	14.4087
O	7.5793	5.7405	14.0831
O	9.7777	3.6879	22.9124
O	6.907	7.4786	22.4282
O	2.141	7.7259	22.4378
O	6.2446	12.4748	14.0516
O	4.7199	9.6079	16.9056
O	5.7278	4.1639	19.7051
O	8.8013	7.988	19.772
O	5.5801	4.1349	16.722
O	13.6849	2.416	17.1774
O	10.418	12.2395	16.8662
O	0.243	10.4983	22.7068
O	5.758	10.8046	19.0172
O	15.4422	1.516	21.6998
O	10.6675	7.9436	15.1656
O	9.513	1.846	16.9582
O	8.7079	8.2011	24.1992
O	4.7257	3.8356	22.07
O	10.5631	3.4621	20.2502
O	4.4234	10.6286	14.4409
O	3.8354	5.2556	15.1375
O	0.1201	6.0895	21.9319
O	1.0912	12.8696	23.5777
O	5.9614	6.6965	15.9023
O	5.2407	12.1761	16.4719
O	10.9974	5.576	24.4714
O	3.2408	8.3447	24.6723
O	2.7325	15.564	17.5233
O	10.5182	5.9689	19.6085
O	14.2747	4.8989	16.5162
O	11.6236	10.3606	22.4386
O	9.3659	10.0353	16.0794
O	13.6667	10.0215	17.2318
O	13.2742	6.1943	20.7288
O	0.9068	3.5268	15.6363
O	4.1833	6.1407	17.7357
O	9.427	6.729	22.0038
O	4.4793	8.3792	19.2528
O	11.6335	14.0347	18.437
O	6.5513	9.6791	23.8707
O	15.4598	5.8314	19.2489
O	7.982	3.6237	15.816
O	1.45	5.5082	24.0624
O	14.1655	1.3168	24.0036
O	4.0256	6.026	20.4204
O	2.7702	-1.4548	16.4731
O	0.1473	7.9989	23.974
O	13.0688	8.7161	14.2575
O	6.3384	1.6175	15.9273
O	13.9532	14.2373	19.5868
O	7.8617	12.2472	16.1519
O	6.8264	8.5184	18.1207
O	7.3737	12.3808	20.6841
O	14.5841	3.8491	20.744
O	13.6403	9.7937	24.1792
O	6.4764	9.9791	21.2993
O	13.5427	12.6328	17.3516
O	2.1473	12.1186	21.3176
O	1.6404	-0.8234	14.1939
O	9.2455	13.1447	19.0925
O	9.9136	4.3595	17.6757
O	13.3956	11.2922	14.933
O	10.011	12.2535	21.4347
O	7.4693	5.938	18.7472
O	0.8938	2.3976	19.365
O	10.1093	4.8508	14.3022
O	12.8791	7.5661	16.6372
O	3.2937	1.8845	11.5425
O	21.2585	6.839	28.2844
O	9.652	18.2912	27.6628
O	10.9793	1.1569	12.9947
O	13.2962	-5.8325	28.1687
O	4.0162	9.1979	26.9814
O	11.4302	-1.7105	26.4735
O	9.4251	7.1167	10.096
O	3.7855	7.4808	11.6877
O	-1.5356	-8.0455	26.8629
O	-0.1373	4.6753	11.9474
O	8.0789	0.643	10.1186
O	4.9036	3.6731	10.5273
O	6.228	2.3978	26.349
O	4.7888	3.915	28.0205
O	5.9222	5.8614	11.6336

Results
free energy: -257824.016 eV
free energy less fixed offsets of O -568.88, Si -635.61 eV per atom: -6.476 eV

Forces (eV/angstrom), in the order of the atoms: element, x, y, z
Si	0.003	-0.0091	0.0022
Si	0.0035	0.0005	-0.0007
Si	0.0014	0	-0.0007
Si	-0.001	0.0017	0.0022
Si	0.0007	0.0013	-0.0051
Si	0.0001	0.0083	-0.0032
Si	-0.0023	-0.0004	-0.0041
Si	-0.001	0.0024	-0.0067
Si	-0.111	-0.0486	-0.0756
Si	0.1118	-0.1198	-0.4363
Si	-0.0339	0.0058	-0.4094
Si	-0.1513	-0.0912	-0.3433
Si	-0.1219	0.0244	0.1113
Si	0.0805	0.1519	0.4249
Si	-0.0322	0.1453	0.1564
Si	-0.0464	0.0464	0.3447
Si	0.0346	-0.1077	-0.1014
Si	-0.026	-0.105	-0.1052
Si	-0.0034	-0.1722	-0.1198
Si	0.0745	-0.0689	-0.1075
Si	0.0348	0.0952	0.0305
Si	-0.0495	0.1291	0.0834
Si	0.0153	0.1023	0.0711
Si	0.0363	0.1138	0.0675
Si	0.0263	-0.0098	0.0991
Si	0.0133	-0.0374	0.0518
Si	-0.1543	-0.0338	-0.0326
Si	-0.0218	-0.0123	0.1796
Si	-0.0404	0.0425	0.0478
Si	-0.001	0.025	-0.0173
Si	-0.0203	0.0788	0.1072
Si	-0.0725	0.043	0.0312
Si	0.0078	0.0403	-0.0055
Si	-0.0192	0.0456	0.009
Si	0.0417	-0.0058	-0.0199
Si	0.0442	-0.0151	-0.0076
Si	0.0173	-0.0204	-0.0158
Si	0.0012	-0.0373	-0.0204
Si	0.0318	-0.0053	-0.0132
Si	0.0071	0.014	-0.0016
Si	-0.0237	-0.0202	-0.0263
Si	0.0298	0.0229	-0.0049
Si	0.0065	0.0475	0.0367
Si	-0.0653	-0.0228	-0.0117
Si	-0.0257	-0.0153	0.0145
Si	0.0388	-0.0089	0.0551
Si	-0.0028	-0.0087	0.0364
Si	-0.0416	0.0056	0.0324
Si	-0.1054	-0.0487	-0.0827
Si	-0.0744	0.0229	-0.1319
Si	0.1992	-0.0945	-0.2607
Si	0.0986	-0.0001	0.0972
Si	0.155	0.05	0.1622
Si	-0.0808	0.0356	0.2874
Si	-0.12	0.0394	0.0265
Si	0.1174	-0.0067	-0.1871
Si	-0.0274	-0.0621	-0.0291
Si	0.0289	-0.0702	0.0386
Si	-0.054	-0.0241	-0.0152
Si	-0.0409	-0.0268	0.0268
Si	-0.0112	0.0972	0.0597
Si	0.0042	0.095	0.0567
Si	-0.0328	0.0002	0.0385
Si	-0.0308	0.0601	0.0599
Si	-0.016	0.0354	-0.0143
Si	-0.0279	-0.0472	-0.0014
Si	-0.0011	0.0066	-0.0189
Si	0.0171	0.0321	0.0044
Si	-0.0092	0.0242	0.0363
Si	-0.0115	-0.0304	-0.006
Si	0.0396	-0.0338	0.1886
Si	0.0058	-0.0088	-0.0081
Si	0.0254	-0.0247	-0.0165
Si	0.0727	-0.0259	0.0294
Si	0.0073	-0.0192	0.0829
Si	0.0181	0.0135	-0.0576
Si	0.0061	-0.0307	-0.0195
Si	-0.0055	-0.0024	-0.0278
Si	-0.0113	0.0059	-0.0028
Si	0.0083	-0.0259	0.0884
Si	0.0295	0.011	-0.0388
Si	-0.0402	-0.0504	0.0184
Si	-0.0062	0.0053	-0.0987
Si	-0.0256	-0.0038	0.0157
Si	0.019	0.0017	-0.0306
Si	-0.0161	-0.0063	-0.0228
Si	0.0314	-0.0157	-0.0376
Si	-0.0222	0.0117	-0.0377
Si	-0.0115	0.0262	0.0143
Si	-0.0045	0.0204	-0.0039
Si	-0.0052	-0.0034	-0.0028
Si	-0.0127	0.0444	0.028
Si	0.004	0.0056	-0.017
Si	-0.0017	0.0285	0.0261
Si	-0.0052	-0.0214	-0.0613
Si	-0.0016	0.0074	0.017
Si	0.0014	0.0004	-0.0089
Si	0.0211	-0.0033	-0.0084
Si	-0.0109	0.0008	-0.0007
Si	0.0152	0.0123	-0.0074
Si	0.0059	-0.004	-0.0076
Si	-0.006	-0.0091	0.006
Si	0.0072	-0.009	-0.0159
Si	-0.0059	0.0062	-0.0121
Si	-0.0062	0.0109	0.0048
Si	-0.0019	0.0116	-0.0095
Si	-0.0009	0.0125	0.0111
Si	-0.0111	-0.0112	-0.0074
Si	0.0011	-0.0065	0.0076
Si	-0.0033	-0.0087	0.0041
Si	0	-0.0053	0.0193
Si	0.0012	-0.017	0.0105
Si	-0.0009	0.0037	0.0046
Si	0.0022	-0.0011	-0.0108
Si	-0.0015	0.0083	0.0002
Si	0.0034	0.0008	0.0016
Si	0.0077	0.0005	0.0004
Si	-0.0044	0.0053	-0.0152
Si	0.0076	0.0075	-0.0024
Si	-0.0025	0.0068	-0.0161
Si	0.0006	-0.0004	-0.0049
Si	-0.0056	0.0009	0.0004
Si	-0.0008	-0.0134	-0.0093
Si	-0.0015	0.0037	-0.0084
Si	-0.0014	0.0008	-0.0044
Si	0.0026	-0.0051	-0.0114
Si	-0.0085	-0.0087	-0.0049
Si	0.0086	-0.0059	0.0002
Si	0.3238	-0.0884	0.2253
Si	-0.1641	-0.2204	0.1462
Si	0.0034	-0.2529	-0.4153
Si	0.0677	0.004	0.0306
Si	-0.0391	0.2339	0.2947
Si	0.0064	0.2496	0.2513
Si	0.1539	0.0606	0.0595
Si	0.0576	-0.0757	0.1579
Si	-0.0025	-0.0052	-0.0007
Si	-0.0062	-0.0071	-0.0104
Si	-0.0026	-0.003	-0.0022
Si	0.0033	-0.0035	-0.0036
Si	0.0018	0.0031	-0.0032
Si	0.006	-0.0086	-0.01
Si	-0.0001	-0.0024	-0.0102
Si	0.0064	0.0151	0.0027
Si	-0.0062	0.0011	-0.0169
Si	0.0006	0.0108	0.0057
Si	0.0057	0.0009	0.0085
Si	0.0009	0.0041	0.0032
Si	-0.0051	0.0009	-0.0075
Si	-0.005	-0.0029	-0.0138
Si	-0.0109	-0.014	-0.014
Si	-0.0008	-0.0013	0.0036
Si	-0.0087	0.0007	0.0033
Si	0.0093	-0.0129	-0.01
Si	-0.0238	-0.0009	-0.0129
Si	0.0043	-0.0021	-0.0136
Si	0.004	0.0089	-0.0111
Si	-0.0012	0.0033	-0.0111
Si	0.0053	0.0038	-0.0071
Si	-0.0032	-0.0016	-0.0116
Si	0.0038	-0.0101	-0.012
Si	0.0036	0.0254	-0.0149
Si	0.001	0.0093	-0.0032
Si	0.0059	-0.0035	-0.0074
Si	-0.009	0.0091	-0.0076
Si	0.001	0.0008	-0.0028
Si	-0.0001	-0.0074	-0.0025
Si	-0.0041	0.0017	-0.0126
Si	-0.0019	-0.0091	0.0087
Si	-0.0053	-0.0093	-0.0051
Si	-0.0099	-0.0203	0.0098
Si	-0.002	-0.0035	-0.0017
Si	0.0337	0.0039	-0.0076
Si	0.0053	-0.0144	-0.0188
Si	0.0237	-0.0069	-0.0043
Si	0.0003	0.0004	-0.0069
Si	0.0092	-0.0204	-0.0117
Si	0.0179	-0.019	0.067
Si	-0.0005	-0.0076	-0.0406
Si	-0.0056	-0.0036	-0.0116
Si	-0.0035	-0.0155	-0.0047
Si	-0.0214	-0.0122	0.0376
Si	-0.1066	-0.0388	-0.0132
Si	0.0037	-0.0227	-0.0244
Si	0.0005	0.0178	0.0087
Si	0.0056	0.0431	-0.0716
Si	-0.0128	0.0206	0.0247
Si	0.0061	0.0102	0.0004
Si	0.0173	0.0041	0.0066
Si	0.0009	0.0273	0.0001
Si	0.0241	0.0152	-0.0215
Si	0.0155	-0.0198	0.037
Si	-0.0128	-0.0378	-0.0255
Si	0.0059	0.0017	-0.0082
Si	-0.0254	-0.0716	0.0033
Si	0.0165	-0.0121	0.0436
Si	-0.0096	-0.0303	-0.0095
Si	-0.0249	0.0242	0.0005
Si	0.0022	0.0007	0.0126
Si	-0.0301	-0.0241	-0.0433
Si	-0.0081	0.0212	0.0395
Si	-0.0133	-0.0196	-0.021
Si	0.0612	0.1286	0.0901
Si	-0.0035	0.0344	0.0396
Si	-0.0024	0.0315	0.0028
Si	0.001	-0.0245	-0.0053
Si	0.0007	-0.0102	0.019
Si	-0.0001	0.0357	0.0008
O	0.0036	-0.0035	-0.006
O	-0.1047	-0.0253	-0.0022
O	-0.0177	-0.0081	0
O	0.011	-0.0127	-0.0063
O	-0.0066	0.0015	-0.007
O	0.0045	-0.0125	0.0027
O	-0.0156	-0.0013	-0.0003
O	-0.0135	0.0004	-0.0121
O	0.0186	-0.0114	0.0047
O	-0.0167	0.0065	-0.0185
O	-0.0048	0.0009	0.016
O	0.0247	-0.0159	0.0127
O	-0.0047	-0.0217	0.0201
O	0.0045	0.0072	0.0014
O	0.0107	0.0238	0.007
O	-0.0107	0.0271	-0.005
O	-0.0133	-0.0102	0.0093
O	0.0189	-0.0067	-0.0032
O	0.0057	0.0069	0.053
O	0.0039	0.0025	-0.0037
O	0.018	-0.0167	0.0183
O	-0.0024	-0.0004	-0.0084
O	-0.0143	0.015	0.0187
O	0.0096	-0.0036	0.0301
O	0.0351	0.0218	-0.0153
O	0.0059	-0.0465	-0.0451
O	-0.0068	0.0141	-0.1124
O	0.0061	0.0143	-0.0061
O	-0.0129	-0.0306	-0.0205
O	0.0157	0.0436	-0.0185
O	0.0095	-0.015	-0.0042
O	-0.0031	-0.0049	-0.0039
O	-0.0044	-0.0124	-0.0254
O	-0.0158	0.0129	-0.0087
O	-0.0164	-0.001	-0.0159
O	0.0062	-0.0094	-0.017
O	0.019	-0.0186	0.0048
O	-0.0011	-0.0105	-0.0539
O	0.0154	-0.0077	-0.0259
O	-0.0118	-0.0241	-0.0093
Si	-0.0011	-0.015	0.0257
Si	-0.0039	-0.0013	0.0149
Si	-0.0223	0.0098	0.0048
Si	-0.0002	0.0048	0.0028
Si	0.0026	-0.0007	-0.0003
Si	-0.0184	0.0267	-0.0039
Si	0.0102	-0.0118	-0.0123
Si	0.0005	0.0033	-0.0034
Si	0.0031	-0.0028	0.001
Si	-0.0038	0.0025	-0.0026
Si	0.015	0	0.0227
Si	0.0075	-0.0059	0.0042
Si	-0.003	-0.0053	-0.0015
Si	0.0027	-0.0248	0.0249
Si	-0.004	0.0091	-0.0174
Si	-0.0067	0.0109	-0.017
Si	-0.0102	-0.0031	-0.0093
Si	-0.0049	-0.0094	0.0166
Si	0.0129	-0.01	0.0238
Si	0.0018	-0.0008	0.0006
Si	0.0019	-0.0051	0.0048
Si	0.0127	-0.0036	-0.0116
Si	-0.0011	0.001	-0.0014
Si	0.0095	0.0088	-0.0091
Si	0.0034	0.0023	-0.0031
Si	0.0054	-0.0086	-0.0191
Si	-0.0328	0.0365	-0.0096
Si	-0.0015	-0.0035	0.0003
Si	-0.0065	-0.0018	-0.002
Si	0.0128	-0.0052	0.0168
Si	-0.0013	0.0045	-0.0077
Si	0.0006	-0.0004	-0.0014
Si	0.0011	-0.0012	0.0042
Si	-0.0067	-0.0021	-0.0048
Si	-0.0069	0.0026	0.0025
Si	-0.0232	-0.0029	-0.0276
Si	0.0004	0.0099	0.0058
Si	-0.0026	-0.002	-0.0036
Si	-0.0012	-0.0065	-0.0058
Si	-0.0016	-0.0024	-0.0004
Si	-0.0001	-0.0037	-0.0047
Si	-0.0025	-0.0103	-0.0016
Si	0.0046	0.0022	-0.0014
Si	-0.0061	0.0001	0.0012
Si	-0.0041	0.0083	-0.0054
Si	-0.0104	0.0001	0.0177
Si	-0.0067	0.0039	0.0027
Si	0.0012	0.0011	0.0341
Si	0.0015	-0.0079	0.011
Si	0.0055	0.0012	0.0038
Si	0.0003	-0.0022	-0.0052
Si	0.0158	-0.012	0.0254
Si	-0.0116	0.0019	0.0151
Si	0.003	0.0092	0.0054
Si	0.0036	-0.0009	0.0039
Si	0.0014	0.0027	-0.0067
Si	-0.0012	-0.003	-0.0045
Si	-0.0043	0.0002	-0.0035
O	-0.0022	0.0042	-0.0004
O	0.0045	-0.0038	-0.0052
O	0.0005	0.0023	0.0029
O	0.003	-0.0015	-0.0026
O	0.0013	0.0003	-0.0105
O	0.0036	0.0023	0.0024
O	-0.0057	-0.0067	0.0004
O	-0.0029	-0.0024	0
O	-0.0032	-0.0072	-0.0081
O	0.0003	0.0148	-0.023
O	0.0046	-0.0015	-0.009
O	-0.0024	-0.0003	-0.0098
O	-0.0054	-0.0023	0.0018
O	-0.0024	0.0038	-0.0017
O	-0.0028	-0.0082	-0.0145
O	0.0004	-0.0048	-0.004
O	0.0014	-0.0014	-0.0076
O	-0.0014	0.0021	-0.0033
O	0.0009	-0.0039	-0.0077
O	0.0042	0.0044	-0.0019
O	0.0016	0.0024	-0.0003
O	-0.0027	0.0005	-0.0033
O	0.0017	-0.0045	-0.0127
O	-0.0025	-0.0024	0.0017
O	0.0012	-0.0009	-0.0027
O	0.0004	-0.0025	-0.003
O	0.009	0.0166	-0.0052
O	-0.0039	0.0006	-0.0118
O	-0.0089	0.0007	-0.0169
O	-0.0039	-0.0108	0.0094
O	-0.0043	0.0009	-0.0023
O	-0.0005	0.0001	-0.0035
O	-0.002	0.0082	0.0043
O	-0.0001	0.0065	0.0077
O	-0.0023	0.0008	-0.0062
O	-0.0038	0.0076	-0.0086
O	0.0108	0.0036	-0.0066
O	-0.0035	0.0045	0.0009
O	-0.0041	0.0072	-0.0046
O	-0.0023	0.0017	-0.0034
O	0.0047	-0.0059	-0.0005
O	0.0014	-0.0013	-0.0051
O	0	-0.0036	0
O	-0.0025	0.0011	-0.0021
O	-0.0003	-0.0019	-0.0109
O	-0.0005	-0.0036	-0.0047
O	0.0019	-0.0004	-0.01
O	-0.006	0.0034	-0.0037
O	-0.0023	-0.0014	-0.0031
O	-0.0013	0.0122	-0.0122
O	0.0013	0.0023	-0.0116
O	-0.0009	-0.0008	-0.0047
O	-0.0035	-0.0046	0.0061
O	0.0013	-0.0005	-0.0008
O	-0.0023	-0.0027	-0.0094
O	0.003	-0.0018	-0.0188
O	-0.003	-0.0048	0.0004
O	-0.0014	-0.0018	-0.0029
O	-0.0034	0.0014	-0.0134
O	0.0384	0.0089	0.0537
O	-0.0021	-0.0038	-0.0043
O	-0.0016	0.0027	-0.0028
O	0.0018	-0.0023	-0.0042
O	-0.0037	0.0016	-0.0035
O	-0.0033	-0.0042	-0.0054
O	0.0037	0.0044	-0.0063
O	-0.0016	0.0023	-0.0034
O	0.0025	-0.0013	-0.0004
O	0.0038	-0.0011	-0.0035
O	0.0049	0.0017	-0.0178
O	0.0013	-0.0022	-0.006
O	-0.0006	-0.0021	-0.0076
O	0.0025	-0.0013	-0.0082
O	0.0016	0.0028	-0.0064
O	-0.0018	-0.0017	-0.0091
O	0.0001	0.0015	-0.0185
O	0.0073	0.0035	-0.0189
O	-0.0001	0.0002	-0.0064
O	0.0071	-0.0027	-0.002
O	-0.0011	-0.0062	-0.0157
O	-0.0049	-0.0024	0.0027
O	0.0009	-0.0009	-0.0046
O	0.0016	-0.0003	-0.0033
O	-0.0013	-0.0021	-0.0008
O	0.0005	-0.0015	-0.0032
O	0.004	-0.0032	-0.0011
O	0.0021	-0.0032	-0.0028
O	-0.0081	-0.0034	-0.0087
O	-0.0044	-0.0033	0.0003
O	-0.0001	-0.0009	-0.0033
O	0.0013	-0.0021	-0.004
O	0.0004	-0.0064	-0.0012
O	0.0019	0.0003	-0.0042
O	-0.0019	-0.0032	-0.0021
O	0.0068	-0.0079	0.0086
O	0.0021	-0.0081	-0.0008
O	0.0015	0.0009	-0.0054
O	0	-0.0025	-0.0028
O	0.0013	0.0047	0.0026
O	-0.0004	0.0029	-0.0011
O	-0.0123	0.0193	-0.0069
O	0.0161	-0.0052	-0.0179
O	-0.0052	0.08	-0.0252
O	-0.0032	-0.0069	-0.0283
O	-0.0028	-0.0036	-0.0124
O	-0.0226	-0.0578	0.0029
O	-0.0116	0.0165	-0.0594
O	-0.0042	0.0079	0.0151
O	0.0178	0.0005	-0.0005
O	0.0041	0.0175	-0.012
O	-0.0053	0.016	0.0163
O	0.1753	-0.0408	-0.0569
O	0.0007	-0.0105	-0.003
O	0.0023	-0.0142	-0.0077
O	-0.0496	0.0451	-0.0283
O	-0.017	0.0205	0.0122

The program warned: the cutoff lies below the one the program advises for these potential files; the forces do not sum to zero within the program's tolerance; the exchange-correlation potential is rough where the density is thin.
